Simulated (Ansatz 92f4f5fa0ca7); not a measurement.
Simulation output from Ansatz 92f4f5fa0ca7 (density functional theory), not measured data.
Periodic cell of 226 atoms, Si132O92As2, from a study of silicon, its oxide and their interface. The atomic structure is a simulated model.
Doubt: the cutoff is far below the 930 eV that the study's wrapper takes by default for these files, so forces and energies are approximate.
This geometry differs little from another in the collection (a relaxation step or a small displacement).

Settings: functional PBE; potential files Ansatz PAW; basis plane waves; wave-function cutoff 580 eV; density cutoff ratio 5; exchange-correlation grid ratio 1; k mesh 1 x 1 x 1, Gamma-centred; self-consistency stop 5e-08 eV per atom in the density residual; occupations fixed; spin none; net charge 0.

Cell vectors (angstrom)
a	10.938	0	0
b	0	10.938	0
c	0	0	31.9494

Atoms and the computed forces on them: element, x, y, z (angstrom), force x, y, z (eV/angstrom)
Si	10.6609	0.0096	24.4676	-0.0467	-0.0457	-0.0013
Si	5.1533	-0.0014	24.6903	-0.0155	-0.0034	-0.0146
Si	2.9058	2.1976	24.4821	-0.0088	-0.0259	0.005
Si	8.5498	2.3743	24.5714	-0.0117	-0.0057	0.0055
Si	10.7272	5.3557	24.211	-0.0352	0.003	0.0081
Si	5.1807	5.6062	24.4205	-0.0105	-0.0225	-0.0405
Si	2.9625	7.9061	24.389	0.0021	0.0107	-0.0042
As	8.6629	7.6553	24.0782	-0.0101	-0.024	-0.0993
Si	1.3446	1.1141	25.8438	0.0476	0.0231	0.0054
Si	6.8143	1.298	25.7844	0.0074	0.0143	-0.0078
Si	3.9767	4.0087	25.6899	0.0079	-0.0038	0.0048
Si	9.7184	3.938	25.8422	0.0024	0.005	-0.0191
Si	1.2209	6.7888	25.5793	0.011	-0.0172	-0.0058
Si	6.871	6.7339	25.656	0.05	0.0364	0.0284
Si	4.0093	9.3861	25.9598	-0.0023	0.0096	0.0044
As	9.382	9.5821	25.9389	0.0157	-0.0278	0.01
Si	2.6801	-0.1616	27.285	-0.0092	-0.0067	-0.0032
Si	8.1475	0.0875	27.3298	-0.0119	-0.0057	-0.0031
Si	0.114	2.6291	27.2247	-0.0115	-0.0049	0.0008
Si	5.4366	2.7316	27.1002	0.0026	-0.0014	-0.0018
Si	2.6299	5.441	27.048	-0.0141	0.0017	-0.0033
Si	8.2278	5.3654	27.0717	-0.0075	0.0014	-0.0025
Si	-0.008	8.1712	27.139	-0.0223	0.0289	-0.014
Si	5.5743	8.1052	27.1458	0.0018	0.0054	-0.0203
Si	4.0942	1.3325	28.5015	-0.0029	0.0033	0.001
Si	9.5852	1.4034	28.6096	-0.0081	0.0307	0.0113
Si	1.4047	4.0846	28.5473	0.01	0.0003	0.0063
Si	6.8165	4.0839	28.4893	0.0064	-0.0072	0.0031
Si	4.0942	6.776	28.4459	-0.0113	0.0075	0.0103
Si	9.5477	6.7786	28.4718	-0.0016	-0.0047	0.011
Si	1.3056	9.4812	28.6155	0.0126	0.0002	0.012
Si	6.8295	9.5322	28.5755	0.0006	-0.0017	0.0101
Si	-0.0145	-0.0132	29.9322	0	-0.006	0.0107
Si	5.4615	-0.0076	29.9002	0.0024	-0.0029	0.0035
Si	2.7631	2.7177	29.8992	0.0045	-0.0006	0.004
Si	8.1801	2.7673	29.9123	0.0197	-0.0134	-0.0038
Si	0.0005	5.4556	29.8821	-0.0041	-0.0029	0.0042
Si	5.4591	5.4564	29.8703	-0.0047	-0.0061	0.0067
Si	2.7632	8.152	29.893	-0.0003	-0.0013	-0.0039
Si	8.2276	8.1732	29.8929	-0.0013	-0.0004	0.0022
Si	1.3673	1.3673	31.2657	0.1697	0.0419	-0.0229
Si	6.8362	1.3673	31.2657	0.0237	0.0142	-0.0319
Si	4.1018	4.1018	31.2657	0.1405	-0.1009	-0.004
Si	9.5708	4.1018	31.2657	-0.0616	0.1272	0.0663
Si	1.3673	6.8362	31.2657	0.0592	-0.1902	-0.0531
Si	6.8362	6.8362	31.2657	-0.0134	-0.0797	-0.1769
Si	4.1018	9.5708	31.2657	-0.0683	-0.0809	-0.035
Si	9.5708	9.5708	31.2657	-0.1538	-0.2243	0.1709
Si	2.7345	0	0.6835	-0.0016	0.0753	0.0172
Si	8.2035	0	0.6835	-0.031	0.0684	-0.1226
Si	0	2.7345	0.6835	0.027	0.0794	0.0048
Si	5.469	2.7345	0.6835	-0.0376	0.0816	0.087
Si	2.7345	5.469	0.6835	-0.0841	-0.0012	-0.0775
Si	8.2035	5.469	0.6835	0.0358	0.1384	-0.0169
Si	0	8.2035	0.6835	0.0029	0.0996	0.1094
Si	5.469	8.2035	0.6835	0.0384	0.1284	0.0571
Si	4.0951	1.3798	2.0606	-0.0012	0.0016	0.0025
Si	9.591	1.3533	2.0428	0.0015	0.0002	-0.0013
Si	1.3488	4.1391	2.0522	0.0035	-0.0004	0.0026
Si	6.8254	4.1347	2.042	0.0007	0.0026	-0.0015
Si	4.086	6.8505	2.042	-0.0004	-0.0007	-0.001
Si	9.5659	6.8456	2.0614	0	0.0015	0.0034
Si	1.3563	9.6051	2.0542	0	0.001	-0.0019
Si	6.8236	9.6146	2.0455	0.0033	-0.0002	0.0015
Si	0.0262	0.0394	3.471	-0.0001	-0.0025	0.0019
Si	5.4805	0.0435	3.4479	-0.0007	-0.0007	-0.0012
Si	2.7124	2.7736	3.3964	0.0005	-0.0007	-0.0006
Si	8.2504	2.7828	3.3387	-0.0019	-0.0043	0.0009
Si	0.0218	5.5224	3.4668	-0.0014	-0.0027	0.0015
Si	5.471	5.5285	3.4203	0	-0.0023	-0.0002
Si	2.7317	8.2452	3.3933	0.0007	-0.0009	0.0011
Si	8.2408	8.2951	3.3834	-0.0005	-0.0049	-0.0011
Si	1.3719	1.4622	4.8389	0.0007	-0.0005	0.0003
Si	6.9052	1.4791	4.7228	0.005	0.0031	-0.0027
Si	4.0547	4.1588	4.747	-0.002	-0.0028	-0.0015
Si	9.5961	4.0847	4.7723	0.0027	-0.0016	0.0003
Si	1.3594	6.979	4.8343	0.0048	-0.0004	0.0016
Si	6.8366	6.9937	4.7196	0.0027	0.005	-0.0028
Si	4.0893	9.5797	4.7815	-0.0008	-0.0045	0
Si	9.615	9.5874	4.8389	0.0003	0.0016	0
Si	2.7503	0.0402	6.1277	-0.0021	0.001	-0.0032
Si	8.2875	0.1281	6.0889	0.0006	-0.0018	-0.0021
Si	0.0102	2.8033	6.299	-0.0012	-0.0015	-0.0022
Si	5.5041	2.8404	6.0575	0.0003	-0.0005	-0.0006
Si	2.7463	5.5953	6.1248	-0.0028	0.0012	-0.0031
Si	8.2476	5.5999	5.9444	0.0003	-0.0012	-0.0007
Si	0.0391	8.31	6.3635	-0.0017	-0.0025	-0.0025
Si	5.4937	8.3054	6.2081	-0.0015	-0.0009	-0.0022
Si	4.4138	1.1873	7.3159	0.0003	-0.0001	0.0057
Si	9.8036	1.1571	7.6171	-0.0024	0	0.0005
Si	1.1709	4.51	7.493	-0.0003	-0.0005	0.0046
Si	6.6337	4.5439	7.2304	-0.0007	-0.0021	0.0043
Si	4.3192	6.7072	7.5201	0.0006	0.0002	0.0044
Si	9.7188	6.6156	7.4892	0	0.0003	0.0029
Si	1.271	9.9469	7.6877	0.0015	-0.0001	0.0091
Si	6.709	9.9704	7.398	0.0011	-0.0001	0.0039
O	9.5798	1.1794	23.9943	-0.0041	0.0272	-0.0051
O	4.0877	6.7661	23.9242	-0.0075	0.0103	0.0116
O	4.118	1.141	24.0628	0.0098	0.0042	-0.0037
O	9.4252	6.0294	23.4454	-0.0042	0.0083	0.0622
O	-0.0337	5.5515	8.0043	0.0009	0.0007	-0.0014
O	5.5601	0.1307	7.8987	-0.0006	-0.0003	-0.0014
O	0.0652	0.0959	8.1369	0.0007	-0.0009	-0.0019
O	5.5284	5.615	7.8639	-0.0014	0.0003	-0.0019
O	7.5909	3.9542	8.4156	-0.0014	0.0017	-0.0018
O	8.7085	7.0459	8.7445	0.0011	-0.002	-0.0021
O	2.1747	9.4626	9.0206	-0.002	0.0004	-0.0057
O	8.8905	1.683	8.9217	0.0011	-0.0023	-0.0017
O	7.602	9.4731	8.6958	-0.0009	-0.0002	-0.0018
O	3.5991	1.8312	8.5848	0.0008	-0.0024	-0.0033
O	3.5782	7.2268	8.9223	0.0004	-0.0022	-0.0029
O	2.0606	4.0214	8.8039	-0.0015	0.0001	-0.0029
O	8.0875	3.3625	23.3409	0.0104	-0.002	0.0058
O	0.7464	4.7149	23.0156	0.002	-0.0002	-0.0114
O	2.0408	2.4522	23.1059	0.001	0.0022	0.0049
O	5.8202	4.8538	23.0971	-0.0047	0.0043	0.0129
O	5.6367	9.8486	23.5542	0.005	-0.0059	0.019
O	2.4534	8.6804	23.0113	0.0092	-0.0066	0.0044
O	0.165	9.9817	23.1789	0.0143	0.0131	0.008
O	7.6903	8.3077	22.6507	0.0029	-0.0157	0.0388
Si	8.6198	7.6637	18.4398	-0.0042	0.0003	0.0147
Si	8.7768	6.3608	13.6292	-0.0005	-0.0015	0.0029
Si	3.7897	1.5346	14.7196	-0.0007	-0.0025	0.0048
Si	2.1208	5.7061	17.6264	0.0006	-0.0023	0.0025
Si	2.4351	3.0593	19.4123	0.0034	-0.007	0.0002
Si	9.7978	9.0308	12.0649	-0.0006	-0.0016	0.0033
Si	1.2921	9.38	22.1039	-0.0083	0.0004	-0.0119
Si	9.1632	0.9676	13.1791	-0.0007	-0.0016	0.0032
Si	1.4089	5.0551	13.0187	0	-0.0019	0.0027
Si	1.7782	8.2506	12.7858	-0.0001	-0.0008	0.0034
Si	6.5948	9.4643	22.3019	0.0327	0.0079	-0.0028
Si	4.5175	4.5957	15.699	0.0015	-0.0016	0.0041
Si	8.2021	3.0256	9.5768	-0.0005	-0.0007	0.0034
Si	0.8064	8.181	19.2899	-0.0042	0.0017	0.0035
Si	6.9418	1.3094	21.054	0.0045	-0.0185	0.0057
Si	8.2084	8.3102	9.6613	-0.0005	-0.0002	0.0034
Si	10.882	5.2051	15.6025	-0.0002	-0.001	0.0037
Si	7.5767	9.4807	16.293	-0.0009	-0.0028	0.0038
Si	9.9373	2.0112	20.2839	-0.0054	-0.0063	-0.0035
Si	3.2084	8.5108	9.8962	0.0007	-0.0007	0.0052
Si	6.6881	3.3273	17.3736	-0.0009	-0.0016	0.0051
Si	1.141	0.1467	19.7861	0.0001	-0.0012	0.0011
Si	3.2275	2.8196	12.2907	-0.0003	-0.0019	0.0035
Si	7.1767	5.3488	19.6788	-0.0048	0.0031	-0.003
Si	5.7363	8.6699	11.5367	0.0003	-0.0009	0.0034
Si	5.7745	6.0789	13.1995	0	-0.0015	0.0033
Si	4.6261	9.6443	17.5552	0.0008	-0.0028	0.0059
Si	1.1599	3.4096	22.1278	0.0133	-0.0163	-0.0127
Si	4.9294	1.4257	18.7129	-0.0007	-0.0025	0.0022
Si	3.1899	3.0917	9.5102	0.0007	-0.0008	0.0039
Si	6.4503	10.8182	13.7767	-0.0004	-0.002	0.004
Si	10.3431	0.1167	15.9508	-0.001	-0.0027	0.0037
Si	5.6549	3.6653	11.1508	0.0001	-0.001	0.0028
Si	9.8319	3.9045	11.8947	-0.0004	-0.0013	0.0032
Si	2.3287	9.9212	15.5048	0.0004	-0.0004	0.0044
Si	6.0011	8.0771	19.7471	0.0011	0.0024	0.0092
Si	6.9137	3.9037	22.3513	-0.0068	0.007	-0.0149
Si	9.7557	2.7732	17.3578	-0.0008	-0.002	0.002
O	7.1863	6.3814	13.9719	-0.0005	-0.002	-0.0015
O	1.8432	6.9847	18.7132	-0.0009	-0.0023	-0.0005
O	10.2957	4.0421	16.5362	-0.0005	-0.0005	-0.0024
O	6.1631	9.9239	17.013	-0.0003	-0.0019	-0.0011
O	10.1392	0.7044	14.4484	-0.0004	-0.0015	-0.0021
O	8.3914	6.0796	18.8368	0.001	-0.003	-0.0011
O	5.1653	0.6769	14.4195	-0.0001	-0.001	-0.0014
O	5.7384	2.0067	17.4295	-0.0027	-0.0032	-0.002
O	8.3652	1.9148	20.5989	-0.0002	0.0005	0.0003
O	1.9677	4.2309	18.356	-0.0019	0.0026	-0.0027
O	6.958	2.8122	10.6353	-0.0001	-0.0013	-0.0015
O	4.8636	2.7148	12.2135	-0.0002	-0.0013	-0.0019
O	6.0257	4.3843	16.3204	-0.0017	0.0001	-0.0026
O	4.5571	3.9275	9.9331	-0.0005	-0.0009	-0.0019
O	10.7609	2.6793	21.5301	0	0.0075	0.0084
O	9.7136	6.1605	14.9654	0.0007	-0.0022	-0.0013
O	5.9699	6.4432	19.8719	-0.0018	-0.0012	-0.0028
O	4.1013	0.1042	18.2397	0.0001	-0.0024	-0.0021
O	9.2449	10.5548	12.2568	-0.0003	-0.0018	-0.0013
O	2.8428	4.3606	12.7034	-0.0001	-0.0017	-0.0017
O	1.8301	10.6733	21.2326	0.0008	-0.0012	0.0013
O	4.0088	2.6606	19.2637	-0.0036	-0.0009	-0.0007
O	0.7206	10.0393	15.9373	-0.0002	-0.0009	-0.0022
O	1.2715	9.7248	18.8486	0.0001	-0.0031	-0.0009
O	1.721	1.5792	19.233	-0.0005	0.0016	-0.002
O	8.9388	10.3836	16.4823	-0.0004	-0.001	-0.0023
O	4.8406	8.4588	18.6589	0.0014	-0.0002	-0.0039
O	9.5543	8.7484	10.4742	-0.0009	-0.0011	-0.002
O	6.7011	4.0488	18.8323	0.0007	0.0001	0.0001
O	2.8367	1.7151	13.3919	0	0	-0.0032
O	5.6364	8.8527	21.1287	-0.0152	-0.0053	-0.0227
O	2.5355	2.4555	10.8664	-0.0003	-0.0012	-0.0019
O	7.5958	4.7765	21.1474	-0.0003	-0.0044	0.0035
O	5.1991	7.4853	12.5542	-0.0003	-0.0012	-0.002
O	0.4189	9.0658	12.4658	-0.0002	-0.0015	-0.0014
O	7.5724	1.0638	13.5611	0.0001	-0.0015	-0.0017
O	7.1243	9.63	14.718	-0.0003	-0.0004	-0.0031
O	8.97	5.0332	12.6936	-0.0002	-0.0016	-0.0018
O	8.1015	8.0234	16.8979	0	-0.0013	-0.0017
O	6.1698	2.5242	21.8459	0.0003	0.0089	0.0071
O	2.4428	9.0806	14.0634	-0.0006	-0.0018	-0.0029
O	0.416	4.4918	11.8514	-0.0002	-0.001	-0.0008
O	0.7683	8.2729	20.9662	0.0032	-0.0048	-0.0009
O	9.3761	3.8463	10.3384	-0.0001	-0.0014	-0.0011
O	9.6467	2.3879	12.5134	-0.0001	-0.0007	-0.0019
O	7.5562	8.5192	19.3725	0.0008	-0.0043	-0.0033
O	2.5368	8.1499	11.3402	0.0001	-0.001	-0.0029
O	3.9679	3.0555	15.3581	-0.001	-0.0006	-0.0017
O	0.8163	4.4862	14.427	0.0004	-0.001	-0.0021
O	10.041	2.9691	18.9556	0.0009	0.0015	-0.0023
O	9.135	7.806	12.9401	-0.0002	-0.0011	-0.0019
O	10.4849	0.4851	20.0152	0.0013	-0.002	0.0002
O	6.0221	5.0504	11.9322	-0.0005	-0.0015	-0.0018
O	8.1604	2.7511	16.9937	0.0014	-0.0013	-0.002
O	3.5291	5.4601	16.7346	-0.0006	-0.0016	-0.002
O	4.6536	9.1336	10.3804	-0.0012	-0.0017	-0.0019
O	1.5149	6.6765	13.171	0.0001	-0.0009	-0.0019
O	4.7452	5.4981	14.3405	-0.0004	-0.0012	-0.0019
O	2.133	3.7459	20.8631	-0.006	0.0047	0.0082
O	10.5491	1.4105	16.9262	-0.0007	-0.0006	-0.0015
O	0.9514	6.0685	16.5411	-0.0023	-0.0027	-0.0028
O	7.2795	10.8922	21.8871	-0.013	0.0043	0.0018
O	5.9849	0.8918	19.822	-0.003	0.0017	-0.0038
O	6.0648	10.0312	12.3894	-0.0005	-0.0019	-0.002
O	2.8381	0.5417	15.5853	-0.0008	-0.0015	-0.0026
O	7.0353	8.0057	10.7662	-0.0003	-0.0012	-0.0021
O	10.2055	7.9692	18.7201	0	-0.0017	-0.0004
O	3.4301	9.1693	16.5094	-0.0017	-0.0004	-0.0029

Results
free energy: -145946.602 eV
free energy less fixed offsets of As -4856.12, O -568.88, Si -635.61 eV per atom: 3.118 eV

The program warned: the cutoff lies below the one the program advises for these potential files; the exchange-correlation potential is rough where the density is thin.
